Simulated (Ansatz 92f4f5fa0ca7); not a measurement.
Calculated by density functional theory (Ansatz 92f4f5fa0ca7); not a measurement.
Periodic cell of 291 atoms, Si144O115H32, with a vacuum gap, from a study of silicon, its oxide and their interface. The atomic structure is a simulated model.

Settings: functional r2SCAN; potential files Ansatz PAW; basis plane waves; wave-function cutoff 800 eV; density cutoff ratio 5; exchange-correlation grid ratio 1; k mesh 1 x 1 x 1, shifted by 0.5 0.5 0 of a step; self-consistency stop 1e-11 eV per atom in the density residual; occupations fixed; spin none; net charge 0; applied field sawtooth along c, amplitude -0.015 V/angstrom in the program's sign convention, ramp centred at 0.9896 of c and 0.0208 of c wide, no dipole correction.

Cell vectors (angstrom)
a  10.88  0  0
b  0  10.88  0
c  0  0  48.0615

Atoms: element, x, y, z (angstrom)
Si  9.0165  7.8242  31.7916
Si  9.9845  5.32  30.109
Si  6.0109  12.7503  31.5766
Si  8.3373  3.3699  34.5558
Si  13.1329  7.6445  28.4729
Si  7.3174  5.6739  32.9358
Si  4.3843  10.6387  21.0488
Si  11.4148  12.2361  29.6731
Si  9.9318  9.4425  34.0762
Si  11.3525  11.4099  34.3144
Si  12.1567  4.6946  32.0048
Si  12.2193  6.6329  34.4631
Si  2.9211  8.4613  34.2534
Si  6.7002  12.4495  34.5145
Si  15.0453  15.0982  34.764
Si  5.8668  5.8384  34.7264
Si  7.5808  10.6193  35.6436
Si  10.2533  13.1495  35.5478
Si  7.5347  4.9332  36.0895
Si  10.5027  7.7292  35.6242
Si  13.0436  10.3469  35.5748
Si  15.8792  13.2605  35.8821
Si  13.1788  15.9363  35.849
Si  4.8116  7.723  35.5829
Si  6.2387  9.1226  36.8971
Si  9.0037  11.8322  37.0858
Si  6.2526  3.5936  37.4339
Si  9.0331  6.4446  37.0166
Si  11.7584  9.0721  37.102
Si  14.4093  11.7687  36.9434
Si  11.6873  14.4868  36.9426
Si  14.4707  6.4505  37.1947
Si  7.6149  7.7838  38.3399
Si  10.3719  10.4512  38.4229
Si  7.6956  2.2238  38.5696
Si  10.3807  5.0265  38.3369
Si  13.0923  7.7711  38.5049
Si  4.9113  10.4506  38.3315
Si  13.0522  13.1408  38.3443
Si  15.7623  15.9364  38.5879
Si  8.9698  9.1028  39.7584
Si  11.7296  11.8169  39.7783
Si  9.0548  3.686  39.7702
Si  11.7188  6.3525  39.7534
Si  3.5959  9.1351  39.7791
Si  6.2511  11.7516  39.7819
Si  14.3698  14.5088  39.7998
Si  6.3182  6.4268  39.8096
Si  7.6132  10.4421  41.1485
Si  10.3787  13.2094  41.1355
Si  7.6755  5.0143  41.1262
Si  10.3594  7.7159  41.0932
Si  13.1129  10.4685  41.1354
Si  4.9103  13.1451  41.1155
Si  13.0305  5.0077  41.1526
Si  4.9293  7.7757  41.1448
Si  5.423  12.2626  6.97
Si  8.1246  15.014  6.902
Si  5.4626  6.7662  6.899
Si  8.2075  9.4918  6.9241
Si  10.8937  12.2342  6.899
Si  13.6162  14.9604  6.9609
Si  10.8704  17.6871  6.9848
Si  13.5731  9.5494  6.9001
Si  6.8348  10.8744  8.1927
Si  9.5271  13.6577  8.1749
Si  6.7927  16.3214  8.3648
Si  9.5152  8.1416  8.3667
Si  12.2358  10.8946  8.3254
Si  4.0839  13.6264  8.3653
Si  12.2445  16.3122  8.2895
Si  4.0544  8.1335  8.1601
Si  8.1765  12.2963  9.474
Si  10.8496  14.9633  9.6135
Si  8.1866  17.6399  9.7678
Si  12.2421  8.0882  10.9916
Si  2.6938  12.288  9.7148
Si  5.4406  14.9584  9.775
Si  13.6215  17.6826  9.5791
Si  5.4608  9.4663  9.4251
Si  6.902  13.5399  11.0128
Si  9.561  16.2329  11.1578
Si  7.7071  10.0613  12.009
Si  13.4261  14.7955  14.4826
Si  1.2751  13.6677  11.085
Si  4.0202  16.3573  11.0636
Si  11.3657  17.2174  12.3622
Si  4.1884  10.8384  10.798
Si  11.82  9.3806  19.8937
Si  11.0447  8.018  14.9332
Si  6.7612  8.2166  10.9214
Si  9.7107  8.2404  17.7821
Si  9.5005  11.017  10.8966
Si  10.3796  12.6837  12.3247
Si  2.1724  15.4979  12.2882
Si  10.8807  9.5208  9.7002
Si  12.3053  12.6567  32.5483
Si  5.561  8.7528  25.207
Si  5.9361  11.698  12.1144
Si  7.2476  8.6695  29.4449
Si  7.7854  10.4944  16.7234
Si  9.6212  14.8124  19.6192
Si  8.9502  9.4658  27.0871
Si  8.6445  13.4912  29.955
Si  7.0289  17.6621  14.722
Si  10.0074  10.2755  22.2907
Si  7.7367  17.1307  19.2495
Si  4.9449  10.6478  29.6433
Si  5.1688  13.04  14.8234
Si  8.6259  9.3318  13.9796
Si  12.5117  16.023  19.5504
Si  14.0576  12.8797  25.1544
Si  10.8409  5.7483  27.3215
Si  11.7687  10.0193  27.4792
Si  8.7407  12.8377  21.5767
Si  5.6106  6.3132  30.4676
Si  5.2072  11.2801  26.8088
Si  3.1671  16.2418  17.0232
Si  5.89  5.7809  25.8261
Si  11.9602  10.9326  24.5125
Si  5.7608  13.4256  21.082
Si  8.6309  14.4026  12.3819
Si  7.8876  14.6916  14.6367
Si  13.347  9.9002  14.897
Si  4.7108  10.6514  16.5964
Si  12.6556  14.3158  27.6172
Si  8.2336  13.8333  24.4735
Si  9.25  13.126  16.9235
Si  3.102  11.0999  19.1256
Si  2.8518  7.3206  21.0698
Si  3.0256  9.3032  12.0715
Si  11.5558  12.3562  15.2113
Si  5.7156  6.9683  17.3973
Si  3.8051  14.3445  32.657
Si  3.7379  14.0756  18.9392
Si  5.1874  7.1097  12.2818
Si  5.608  7.9895  20.0951
Si  8.2223  8.5404  24.1189
Si  8.7481  5.7756  25.1674
Si  5.3503  3.7669  23.8256
Si  14.2602  8.2933  31.1107
Si  4.1287  5.3315  28.2141
Si  13.9364  9.0554  23.4001
Si  8.014  12.4639  27.1608
O  10.029  8.8418  32.5477
O  11.5636  4.3726  26.8919
O  7.4119  12.991  30.8443
O  8.2337  4.3163  33.1688
O  11.8287  5.9392  32.9974
O  13.8348  8.7389  32.6095
O  13.898  12.9121  32.8247
O  5.445  5.3041  24.3333
O  8.3845  9.8424  34.4173
O  4.0681  8.2178  12.7323
O  5.5017  8.1422  18.484
O  10.2509  9.1928  14.1196
O  12.5488  8.5349  15.2447
O  12.2548  12.0631  31.0383
O  4.3821  11.1191  28.1971
O  6.2201  10.2082  16.9244
O  13.5041  14.7942  19.8595
O  12.7168  16.9941  20.8137
O  3.632  6.8777  28.1228
O  8.2911  13.4817  28.3782
O  9.1899  11.307  21.3544
O  12.9448  12.1821  24.2092
O  7.7253  16.2518  15.0218
O  5.4737  14.5388  22.2219
O  8.7024  11.0271  27.4254
O  4.7894  12.22  16.1644
O  11.0886  9.5624  21.3237
O  6.5815  16.7044  18.1734
O  10.3095  7.7441  16.3556
O  3.1445  12.6325  18.6514
O  6.692  5.649  31.4431
O  7.0191  7.214  20.3658
O  13.4212  16.0148  15.5599
O  6.2766  11.9905  32.9822
O  3.9515  14.0126  24.3154
O  13.0594  7.8082  30.1063
O  6.306  7.3727  29.4729
O  8.6681  13.0312  23.1642
O  10.707  12.1151  13.8435
O  4.9986  4.982  26.9029
O  3.7869  10.3333  17.8782
O  4.3832  7.0471  20.6181
O  13.7001  7.655  22.6426
O  9.8099  5.5036  28.526
O  5.0138  5.1435  29.5438
O  5.3977  11.9594  13.6435
O  8.3852  15.8205  19.9132
O  5.2186  14.1269  31.8946
O  8.9839  4.3857  24.3843
O  12.302  13.7703  15.0308
O  10.624  12.3723  16.5318
O  8.1228  10.3134  15.1578
O  5.8302  17.4069  13.667
O  11.7572  10.9142  26.1247
O  8.1208  7.7885  14.1203
O  8.6966  9.4859  17.5922
O  3.9806  14.0505  14.4457
O  11.9345  6.7683  27.8819
O  3.8871  14.8846  17.5518
O  13.7531  4.4903  31.789
O  13.1841  8.5404  20.158
O  10.886  8.6651  18.8034
O  6.6141  13.8941  24.4992
O  7.3283  13.1507  20.8725
O  8.9041  7.0272  18.4558
O  6.6391  8.8585  24.0006
O  13.293  10.1653  13.3079
O  12.5711  9.4985  24.108
O  13.7729  4.329  28.3441
O  8.0892  12.0235  17.1425
O  6.5031  13.9224  14.9707
O  4.0008  9.8017  15.4079
O  8.0973  8.729  30.8206
O  6.5261  7.4613  16.0961
O  13.0673  9.0704  27.694
O  8.4457  6.9428  24.1009
O  13.3549  13.4409  26.4795
O  5.4975  9.4611  20.7583
O  5.6696  7.3544  25.9744
O  9.3659  13.9718  18.2766
O  11.5966  14.1542  32.6052
O  14.3914  10.1785  22.3364
O  9.007  9.1609  22.8733
O  11.0877  17.5964  13.9589
O  9.8887  12.4753  30.1448
O  10.6629  11.0648  23.5577
O  12.3936  10.7703  19.3036
O  4.2866  17.3696  16.8775
O  8.2407  7.0274  32.9792
O  12.9437  16.6886  18.1268
O  9.0146  4.0907  30.4702
O  11.9249  13.4586  28.7597
O  11.4975  4.9524  30.5576
O  4.1071  8.8867  24.5843
O  6.4213  10.0494  29.3956
O  10.9701  15.6518  19.4489
O  6.4139  12.3221  27.0248
O  5.1572  13.9751  19.6937
O  8.9755  14.1096  15.6757
O  5.8377  9.8749  26.3298
O  10.0182  6.2543  26.0362
O  9.8057  13.8321  20.8877
O  7.4572  5.5023  26.1142
O  4.4658  7.1002  31.3058
O  5.0368  11.9061  30.6236
O  8.6736  13.0601  25.8134
O  12.6195  11.1879  15.5381
O  4.2336  11.7606  25.6295
O  8.6996  9.1671  25.5282
O  10.475  9.0705  27.4024
O  4.0178  9.5479  30.3354
O  9.672  6.7039  30.8514
O  8.0868  8.5451  28.0811
O  5.1049  12.015  21.5174
O  11.6176  10.9149  28.7993
H  6.7846  9.6272  42.0809
H  8.4134  11.285  42.0809
H  9.5362  12.4088  42.068
H  11.2012  14.0305  42.068
H  6.8607  4.1855  42.0587
H  8.5102  5.8229  42.0587
H  11.1825  8.5364  42.0257
H  9.5564  6.8758  42.0257
H  13.9347  11.2904  42.0678
H  12.2922  9.6457  42.0678
H  5.7438  13.9549  42.0479
H  4.0882  12.3236  42.0479
H  12.2176  4.177  42.0851
H  13.8491  5.8326  42.0851
H  5.7497  8.599  42.0773
H  4.1012  6.9603  42.0773
H  6.2516  13.0775  6.0375
H  4.6027  11.4393  6.0375
H  7.3244  14.1711  5.9696
H  8.9671  15.8145  5.9696
H  4.629  5.9564  5.9666
H  6.2774  7.595  5.9666
H  7.3728  8.6831  5.9916
H  9.0105  10.3319  5.9916
H  11.7144  13.0571  5.9666
H  10.0706  11.4137  5.9666
H  12.7945  14.1386  6.0285
H  14.4383  15.7819  6.0285
H  10.0479  16.866  6.0524
H  11.6832  18.5178  6.0524
H  12.7545  8.7244  5.9677
H  14.4012  10.3648  5.9677

Results
free energy: -158207.286 eV
free energy less fixed offsets of H -15.71, O -570.45, Si -639.56 eV per atom: -6.176 eV

Forces (eV/angstrom), in the order of the atoms: element, x, y, z
Si  -0.0101  -0.0021  -0.0506
Si  -0.0045  -0.002  -0.0262
Si  0.0101  -0.0136  -0.0485
Si  0.0051  0.019  -0.0107
Si  -0.0031  0.0046  -0.0151
Si  0.0021  0.0018  -0.0354
Si  0.0066  -0.0014  -0.0362
Si  -0.0047  -0.0048  -0.0595
Si  -0.0125  -0.0065  -0.0175
Si  0.0179  -0.0036  0.0088
Si  -0.0101  -0.0064  -0.0391
Si  -0.0147  -0.0142  -0.0138
Si  0.0053  0.0144  -0.0177
Si  -0.0219  -0.003  -0.0157
Si  -0.0171  -0.0096  0.0131
Si  0.0129  0.0143  0.0157
Si  0.0047  0.0272  -0.0205
Si  -0.0192  -0.0023  -0.0167
Si  -0.005  -0.0233  -0.0153
Si  0.0175  0.0011  -0.0047
Si  -0.0084  -0.0141  -0.0149
Si  0.0224  0.0115  -0.0144
Si  0.0098  0.0134  -0.0149
Si  -0.0153  -0.003  -0.0068
Si  0.0061  -0.0158  0.0077
Si  0.0143  0.001  -0.0068
Si  -0.0124  0.0133  -0.005
Si  -0.0125  0.0089  0.0158
Si  -0.0086  0.0103  -0.0056
Si  -0.007  0.0097  0.0122
Si  0.0008  -0.0181  0.0123
Si  0.0055  -0.0169  -0.001
Si  -0.0105  0.0012  0.0395
Si  0.0006  0.0059  0.013
Si  -0.0026  0.0053  0.0101
Si  0.0224  -0.0249  0.0218
Si  -0.0088  0.0033  0.0116
Si  -0.001  0.0115  0.0283
Si  -0.0052  0.0058  0.0317
Si  0.0035  -0.0084  0.0018
Si  0.0469  0.0185  0.1545
Si  -0.0201  0.0041  0.1557
Si  -0.0283  -0.0269  0.203
Si  0.0086  0.0187  0.1993
Si  -0.0159  -0.0324  0.2211
Si  0.0314  0.0301  0.2082
Si  -0.0086  -0.0183  0.1593
Si  -0.0081  -0.004  0.1673
Si  0.0135  -0.1406  0.3572
Si  0.142  -0.1117  0.2926
Si  0.0321  0.1868  0.3269
Si  -0.1802  0.0471  0.1979
Si  -0.0934  0.1268  0.3092
Si  -0.1337  0.0648  0.2694
Si  0.06  -0.1382  0.3608
Si  0.1453  -0.0145  0.3727
Si  0.0209  -0.0186  -0.4406
Si  0.1217  -0.0921  -0.3302
Si  -0.0911  0.0217  -0.2387
Si  -0.0978  0.0033  -0.4169
Si  -0.0171  0.1423  -0.2416
Si  -0.0107  0.0056  -0.2995
Si  0.0761  -0.0299  -0.3278
Si  0  -0.03  -0.3546
Si  0.0122  0.0124  -0.1526
Si  0.0153  0.0155  -0.1703
Si  -0.0197  0.0117  -0.2033
Si  0.0109  0.0037  -0.1719
Si  0.0136  0.0214  -0.2055
Si  -0.0183  -0.0079  -0.1711
Si  -0.0262  -0.0163  -0.1438
Si  -0.0082  -0.0337  -0.187
Si  0.0107  -0.0086  -0.0009
Si  -0.0158  -0.0094  -0.0032
Si  0.0091  -0.0012  -0.0473
Si  0.0167  -0.0203  -0.0084
Si  0.0027  0.0049  -0.0246
Si  0.005  -0.0106  -0.0436
Si  0.0038  0.0083  -0.0161
Si  -0.0066  0.0232  0.0011
Si  0.0274  -0.0296  -0.0118
Si  0.0332  -0.0219  -0.0011
Si  -0.0046  -0.0103  0.0127
Si  0.0009  -0.0036  -0.0371
Si  -0.0263  0.0073  -0.0064
Si  -0.0111  0.0237  -0.0054
Si  0.0038  -0.0036  -0.0106
Si  0.0275  -0.0185  -0.0074
Si  0.0007  -0.0065  -0.0501
Si  -0.0017  -0.0034  -0.0443
Si  -0.0216  0.023  -0.0159
Si  -0.0015  0.0047  -0.0537
Si  -0.0287  0.0286  -0.0102
Si  0.0058  0.0035  -0.0102
Si  0.0028  0.0005  0.0102
Si  -0.0172  0.0066  -0.0324
Si  0  0.0076  -0.0431
Si  -0.0061  0.0003  -0.0435
Si  0.0035  -0.0104  -0.0053
Si  0.0049  0.0044  -0.0452
Si  0.0019  0.0037  -0.0472
Si  -0.0034  -0.0002  -0.0515
Si  0.0014  0.004  -0.0484
Si  0.0101  -0.0046  -0.0534
Si  0.0088  -0.0093  -0.0346
Si  0.0107  0.004  -0.0517
Si  0.0099  -0.0049  -0.0402
Si  -0.002  0.0044  -0.0454
Si  0.0071  0.0075  -0.0339
Si  -0.0047  0.0003  -0.0331
Si  0.0005  -0.0037  -0.0399
Si  0.008  -0.0011  -0.0497
Si  -0.0025  0.0067  -0.0482
Si  -0.0081  0.0057  -0.0512
Si  0.0081  0.0085  -0.018
Si  -0.0148  0.0039  -0.0481
Si  0.0088  -0.0018  -0.0484
Si  -0.0015  -0.0013  -0.0534
Si  0.0086  0.0073  -0.043
Si  -0.004  -0.0079  -0.0405
Si  -0.004  -0.005  -0.0442
Si  -0.0018  0.0016  0.0096
Si  -0.0045  0.0016  -0.0376
Si  -0.0066  0.0019  -0.0328
Si  0.0092  0.0077  -0.0567
Si  0.0115  -0.0083  -0.0419
Si  -0.0157  -0.0086  -0.0547
Si  0.0013  -0.0068  -0.0489
Si  0.0079  0.0022  -0.0415
Si  -0.0018  -0.012  -0.0423
Si  0.0061  0.0053  -0.0125
Si  0.0082  0.018  -0.0403
Si  0.0063  -0.0002  -0.0495
Si  -0.0054  -0.0015  -0.0343
Si  0.0006  0.0088  -0.0445
Si  -0.0042  -0.001  -0.013
Si  0.0055  -0.0101  -0.0495
Si  0.0033  0.001  -0.0476
Si  -0.0121  -0.0029  -0.0391
Si  0.0007  -0.0072  -0.0369
Si  0.0068  -0.0044  -0.0602
Si  0.0002  -0.0076  -0.046
Si  -0.0007  -0.0122  -0.0513
Si  0.0107  0.0012  -0.0454
O  0.0098  0.0111  0.0383
O  0.0024  0.0004  0.0146
O  -0.0131  -0.0057  0.0264
O  0.0003  -0.0082  0.0182
O  0.007  0.0152  0.0291
O  0.001  -0.0034  0.0481
O  -0.0002  0.0079  0.0141
O  0.0041  0.0025  0.0211
O  0.0003  -0.0056  0.0109
O  0.0044  -0.0055  -0.0037
O  0.0045  0.0062  0.0322
O  0.0065  -0.0074  0.016
O  -0.0013  0.0007  0.0138
O  0.0086  0.0003  0.045
O  -0.0002  -0.0052  0.036
O  -0.0044  -0.0007  0.0109
O  0.0023  -0.0015  0.0136
O  0.0045  0.0124  0.0147
O  -0.0024  0.0029  0.018
O  0.0046  0.0058  0.034
O  0.0035  0.0004  0.0177
O  0.0056  0.0029  0.0104
O  -0.0069  0.0072  0.0093
O  -0.0019  0.0035  0.0357
O  0.004  0.0009  0.0157
O  0.0017  -0.0065  0.0144
O  -0.0139  0.0063  0.0357
O  0.0118  -0.0024  0.0212
O  -0.0087  0.0057  0.0349
O  0.0082  -0.0039  0.0172
O  0.0084  -0.0097  0.0332
O  -0.0025  0.0024  0.0178
O  0.0075  0.0063  0.0374
O  0.0005  0.006  0.033
O  -0.0063  -0.0105  0.0158
O  0.0018  0.0042  0.0453
O  0.0003  -0.0085  0.0298
O  -0.0032  0.0112  0.0463
O  0.0062  -0.0051  0.0401
O  -0.015  -0.0049  0.0335
O  -0.011  0.0005  0.0387
O  -0.0081  0.0021  0.0101
O  0  0.0163  0.0234
O  0.0013  -0.0002  0.0464
O  0.0044  0.009  0.0229
O  -0.0027  0.0107  0.0421
O  0.003  -0.0054  0.0199
O  -0.0121  0.0167  0.0232
O  0.0024  0.0049  0.0209
O  -0.0035  -0.0114  0.0102
O  -0.0102  0.0039  0.0204
O  -0.0028  0.0063  0.0426
O  0.0135  -0.0076  0.0178
O  0.0053  -0.0089  0.043
O  -0.0016  -0.0049  0.0179
O  0.0038  -0.003  0.0174
O  0.0033  -0.0152  0.0089
O  0.0068  0.0082  0.0226
O  0.0079  -0.0147  0.0291
O  0.0067  -0.0033  0.0144
O  0.0026  -0.0022  0.0198
O  0.0167  0.0133  0.0313
O  -0.0019  -0.0047  0.016
O  0.0038  -0.0034  0.0191
O  -0.0107  -0.0033  0.0199
O  -0.0056  -0.0002  0.0242
O  -0.004  0.0086  0.0355
O  -0.0047  0.0082  0.0252
O  0.0025  0.0054  0.0118
O  0.0026  0.0004  0.0126
O  -0.0174  -0.002  0.012
O  0.0092  -0.0042  0.0155
O  0.0083  -0.0109  0.0339
O  -0.0087  -0.0014  0.0331
O  0.0063  -0.0078  0.0179
O  0.0007  -0.0053  0.016
O  -0.0145  0.0051  0.0304
O  -0.0018  0.0071  0.0248
O  0.0009  -0.0028  0.0143
O  -0.0015  0.0061  0.0312
O  -0.001  -0.0052  0.0127
O  -0.0002  -0.0145  0.0261
O  -0.0148  -0.0111  0.0221
O  -0.0084  0.0158  0.0328
O  0.0002  -0.0006  0.0157
O  0.0108  0.0086  0.0226
O  0.0019  -0.0017  0.0169
O  0.0046  -0.0046  0.0184
O  -0.004  -0.0038  0.0188
O  0.0008  0.0027  0.0301
O  -0.0012  0.0027  0.0232
O  -0.0059  -0.0109  0.031
O  0.0153  0.0011  0.0207
O  0.0133  -0.0044  0.0288
O  0.0015  0.0022  0.0235
O  0.0066  0.0028  0.0091
O  0.0079  -0.0036  0.0162
O  0.013  -0.012  0.0311
O  0.0064  -0.0124  0.0251
O  -0.0087  0.0137  0.0242
O  0.0127  -0.0003  0.0253
O  -0.0076  -0.0176  0.0219
O  -0.0037  0.001  0.0147
O  -0.0017  -0.0012  0.0238
O  0.0076  0.0101  0.0319
O  -0.0031  -0.0135  0.0338
O  -0.0064  0.0084  0.0121
O  0.0094  -0.0014  0.0247
O  0.008  0.0058  0.0392
O  0.0038  -0.0047  0.0193
O  -0.0102  -0.0072  0.0265
O  -0.0019  0.0129  0.0186
O  -0.0124  -0.0042  0.0325
O  0.0031  0.0038  0.018
O  -0.004  0.0149  0.0278
H  0.4797  0.2877  -0.2086
H  -0.2244  -0.196  -0.3042
H  0.204  0.2214  -0.3006
H  -0.334  -0.4699  -0.2251
H  0.2137  0.2461  -0.3047
H  -0.3485  -0.3654  -0.1922
H  -0.2389  -0.2293  -0.3042
H  0.3068  0.3884  -0.2343
H  -0.4207  -0.3412  -0.2179
H  0.2651  0.2097  -0.271
H  -0.2481  -0.2149  -0.301
H  0.3914  0.3743  -0.2223
H  0.3169  0.4919  -0.2054
H  -0.1707  -0.2371  -0.3055
H  -0.4267  -0.3528  -0.2025
H  0.2189  0.1922  -0.3088
H  -0.3831  -0.2027  0.2607
H  0.2176  0.3903  0.2675
H  0.2065  0.3608  0.2641
H  -0.4904  -0.1391  0.2249
H  0.4817  0.1686  0.222
H  -0.202  -0.3347  0.286
H  0.3511  0.2109  0.2665
H  -0.1457  -0.475  0.2667
H  -0.2024  -0.3961  0.2321
H  0.3309  0.2896  0.275
H  0.3572  0.2183  0.2937
H  -0.3202  -0.318  0.2868
H  0.2891  0.3352  0.284
H  -0.3175  -0.2677  0.2844
H  0.1722  0.4134  0.2318
H  -0.3359  -0.2558  0.2542

The program warned: the cutoff lies below the one the program advises for these potential files; the forces do not sum to zero within the program's tolerance; empty levels may hold ghost states of the PAW files; the exchange-correlation potential is rough where the density is thin.
